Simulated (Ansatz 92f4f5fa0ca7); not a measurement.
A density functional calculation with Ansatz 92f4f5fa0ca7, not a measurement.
Periodic cell of 222 atoms, Si131O89As2, from a study of silicon, its oxide and their interface. The atomic structure is a simulated model.
Doubt: the cutoff is far below the 930 eV that the study's wrapper takes by default for these files, so forces and energies are approximate.
This geometry differs little from another in the collection (a relaxation step or a small displacement).

Settings
functional: PBE
potential files: Ansatz PAW
basis: plane waves
wave-function cutoff: 580 eV
density cutoff ratio: 5
exchange-correlation grid ratio: 1
k mesh: 1 x 1 x 1, Gamma-centred
self-consistency stop: 5e-08 eV per atom in the density residual
occupations: fixed
spin: none
net charge: 0

Cell vectors (angstrom)
a, 10.938, 0, 0
b, 0, 10.938, 0
c, 0, 0, 32.1988

Atoms and the computed forces on them: element, x, y, z (angstrom), force x, y, z (eV/angstrom)
Si, 10.5897, 0.2334, 24.9098, -0.0223, 0.0165, -0.0695
Si, 5.7245, 10.697, 24.7121, -0.0196, -0.0019, 0.0437
Si, 2.4789, 2.9433, 24.671, -0.0226, 0.0137, 0.0219
Si, 8.4414, 2.4856, 24.8455, 0.005, -0.009, 0.0781
Si, 0.2738, 5.1901, 24.7751, -0.0221, 0.0085, 0.0711
Si, 5.1647, 5.7727, 24.7101, 0.0046, 0.0244, -0.0055
Si, 2.9418, 8.0185, 24.6175, 0.0015, 0.0385, -0.0219
Si, 7.9426, 8.4598, 24.7314, -0.026, 0.0117, -0.0154
Si, 1.3388, 1.3982, 26.0574, -0.0235, 0.012, 0.0178
Si, 6.8316, 1.3276, 26.1018, 0.0248, -0.0087, -0.0235
Si, 4.0472, 4.1309, 26.0032, 0.0015, 0.0026, 0.0014
Si, 9.611, 4.0818, 26.1085, 0.0314, -0.0334, -0.0146
Si, 1.3983, 6.8479, 26.0141, 0.0084, -0.0247, -0.02
Si, 6.7779, 6.8761, 26.0367, -0.0049, 0.0001, 0.0085
Si, 4.1063, 9.5555, 26.0016, 0.021, -0.0079, -0.0138
Si, 9.4533, 9.5825, 26.1705, 0.0007, 0.0122, 0.0031
Si, 2.7318, 0.0008, 27.3575, 0.0029, 0.0004, 0.0329
Si, 8.1393, -0.0005, 27.5571, 0.0218, 0.0304, -0.0773
Si, 0.0131, 2.7329, 27.5061, -0.0249, -0.0148, -0.0959
Si, 5.4395, 2.7564, 27.3653, -0.0033, 0.0049, 0.0307
Si, 2.7267, 5.4872, 27.4396, -0.0115, -0.0232, -0.0313
Si, 8.1847, 5.4863, 27.3697, -0.0043, 0.0108, 0.0291
Si, -0.0092, 8.195, 27.383, -0.0055, 0.0082, 0.0367
Si, 5.4406, 8.2189, 27.4534, 0.0112, 0.0092, -0.0431
Si, 4.0862, 1.3756, 28.7507, -0.0173, 0.0114, -0.0281
Si, 9.5663, 1.3678, 28.8378, 0.0147, -0.0167, 0.0537
Si, 1.3686, 4.1225, 28.8173, 0.0211, 0.0286, 0.0461
Si, 6.8275, 4.1074, 28.7512, -0.0072, 0.006, -0.0322
Si, 4.0947, 6.8361, 28.8031, 0.0146, -0.0068, 0.0408
Si, 9.5614, 6.8345, 28.7629, -0.0093, -0.0127, -0.0257
Si, 1.3677, 9.5704, 28.7499, 0.007, 0.0009, -0.0317
Si, 6.7849, 9.5634, 28.8553, -0.0388, -0.0384, 0.0663
Si, 0.0111, -0.0127, 30.1536, -0.0166, 0.0073, -0.0068
Si, 5.4366, 0.0249, 30.1657, 0.0136, -0.0082, -0.0162
Si, 2.7355, 2.7379, 30.1491, 0.0064, -0.0108, -0.005
Si, 8.1894, 2.7495, 30.1531, -0.0021, 0.0022, -0.0099
Si, -0.0123, 5.4804, 30.1553, -0.0029, -0.0051, -0.0113
Si, 5.4717, 5.4662, 30.1468, -0.001, 0.0022, -0.0024
Si, 2.7245, 8.2105, 30.1457, -0.0075, -0.0003, -0.0032
Si, 8.2039, 8.197, 30.1553, 0.0025, 0.0105, -0.009
Si, 1.3673, 1.3673, 31.515, 0.0515, -0.0161, 0.0106
Si, 6.8362, 1.3673, 31.515, -0.0434, 0.1175, 0.0174
Si, 4.1018, 4.1018, 31.515, 0.0596, -0.0409, 0.018
Si, 9.5708, 4.1018, 31.515, -0.0783, 0.0723, 0.0258
Si, 1.3673, 6.8362, 31.515, -0.0557, 0.097, -0.0206
Si, 6.8362, 6.8362, 31.515, 0.039, -0.0781, 0.0482
Si, 4.1018, 9.5708, 31.515, -0.186, 0.0327, 0.0491
Si, 9.5708, 9.5708, 31.515, 0.0384, -0.0553, 0.0389
Si, 2.7345, 0, 0.6835, 0.0383, -0.0511, 0.0938
Si, 8.2035, 0, 0.6835, -0.045, 0.0492, -0.111
Si, 0, 2.7345, 0.6835, -0.0551, -0.0268, 0.0492
Si, 5.469, 2.7345, 0.6835, 0.1076, -0.0345, -0.0119
Si, 2.7345, 5.469, 0.6835, -0.0217, 0.1359, -0.1398
Si, 8.2035, 5.469, 0.6835, 0.0615, -0.0973, 0.0786
Si, 0, 8.2035, 0.6835, 0.093, -0.0958, -0.0412
Si, 5.469, 8.2035, 0.6835, -0.0084, 0.0308, 0.0389
Si, 4.1219, 1.3606, 2.0487, -0.0145, -0.004, 0.0184
Si, 9.5662, 1.3558, 2.0507, -0.0011, 0.0142, -0.0095
Si, 1.3681, 4.1194, 2.0348, 0.0108, -0.012, 0.012
Si, 6.8471, 4.0853, 2.054, 0.0016, 0.0184, 0.0048
Si, 4.1044, 6.8285, 2.0519, -0.0052, 0.003, -0.0103
Si, 9.5795, 6.8354, 2.0453, -0.0039, -0.0051, 0.0187
Si, 1.3793, 9.5513, 2.0474, -0.0076, 0.012, 0.0077
Si, 6.8282, 9.5907, 2.0468, 0.0064, -0.0088, 0.0039
Si, -0.0067, -0.0335, 3.3861, -0.0413, -0.0495, -0.055
Si, 5.4849, 0.0111, 3.4596, 0.0289, 0.0001, 0.0332
Si, 2.7713, 2.7732, 3.3634, 0.0315, 0.0765, -0.0757
Si, 8.191, 2.6997, 3.4403, -0.0154, -0.0464, 0.0337
Si, 0.016, 5.4774, 3.4255, 0.0249, 0.0046, 0.0155
Si, 5.4827, 5.4628, 3.4026, -0.0161, -0.0073, -0.0308
Si, 2.7628, 8.2067, 3.4375, 0.0293, -0.0023, 0.0361
Si, 8.2083, 8.2217, 3.3744, -0.0074, 0.0301, -0.0581
Si, 1.3893, 1.3843, 4.6183, 0.0112, -0.0113, 0.0785
Si, 6.8444, 1.3453, 4.8977, -0.0024, 0.015, -0.0378
Si, 4.1531, 4.083, 4.7903, -0.0058, -0.0246, 0.0466
Si, 9.5759, 4.0806, 4.7535, 0.0011, 0.02, -0.0184
Si, 1.4117, 6.8296, 4.8098, -0.0169, -0.0074, -0.0063
Si, 6.8281, 6.8848, 4.7143, 0.0086, -0.0125, 0.0343
Si, 4.1348, 9.5736, 4.8362, -0.0137, -0.0075, -0.0466
Si, 9.5545, 9.5465, 4.7792, 0.0208, 0.0097, 0.051
Si, 2.7369, 0.0984, 6.0444, -0.0141, -0.0068, 0.0127
Si, 8.2038, -0.0665, 6.2531, 0.0079, -0.0022, -0.0001
Si, 0.0301, 2.6689, 6.0253, -0.0037, 0.0015, -0.0011
Si, 5.4705, 2.7183, 6.2775, 0.0025, 0.0186, 0.0029
Si, 2.8096, 5.4719, 6.1674, 0.0005, -0.0037, -0.0098
Si, 8.1745, 5.4793, 6.0274, -0.0054, 0.0025, 0.0142
Si, 0.0084, 8.1804, 6.1462, 0.0022, 0.0119, -0.0043
Si, 5.5316, 8.2168, 6.2108, -0.0059, -0.0043, 0.0095
Si, 3.8246, 1.559, 7.5752, 0.0083, 0.0192, -0.0105
Si, 9.8425, 1.138, 7.4278, -0.0076, -0.0302, -0.0017
Si, 1.6243, 3.7933, 7.3016, 0.0349, 0.0142, 0.0094
Si, 6.6472, 4.4161, 7.456, -0.0174, -0.0315, -0.034
Si, 4.4058, 6.6301, 7.5192, -0.0091, -0.0201, -0.0109
Si, 9.3654, 6.9417, 7.4009, 0.017, 0.0074, -0.0132
Si, 1.1369, 9.909, 7.2902, -0.0098, -0.0238, -0.0192
Si, 7.1571, 9.2191, 7.6504, 0.0227, 0.0089, -0.0075
O, 8.3139, 8.0857, 7.9068, -0.0082, -0.002, -0.0064
O, 2.717, 2.731, 7.9367, -0.0254, 0.007, -0.0045
O, 9.5342, 1.3639, 24.3021, 0.0248, -0.0187, -0.0305
O, 4.0626, 6.8841, 24.1316, -0.0138, -0.0207, 0.0242
O, 0.0267, 0.0233, 7.9417, -0.0014, 0.0114, -0.001
O, 5.5198, 5.5037, 8.0083, 0.0022, 0.0175, 0.0059
O, 6.8429, 9.5838, 24.1886, 0.0153, -0.0013, -0.0131
O, 1.3626, 4.0779, 24.1944, 0.0147, -0.0073, -0.0354
O, 3.8668, 7.3888, 8.9014, 0.001, 0.0059, -0.0013
O, 0.8071, 4.3638, 8.5945, -0.0061, -0.0042, -0.0054
O, 9.8162, 6.1717, 8.7957, 0.0035, -0.0059, 0.0059
O, 2.0889, 9.3717, 8.5102, 0.0087, -0.0055, 0.0086
O, 7.5121, 3.934, 8.7752, 0.0107, -0.0044, 0.0104
O, 4.2454, 0.8843, 9.0335, 0.009, -0.0062, 0.0099
O, 6.7135, 9.5432, 9.1997, -0.0071, -0.0018, 0.0049
O, 9.2212, 1.8697, 8.7671, -0.001, 0.0034, -0.0078
O, 7.7583, 3.1918, 23.5347, -0.0024, 0.0045, -0.014
O, 10.4983, 5.8722, 23.4697, -0.0061, 0.0003, -0.0261
O, 5.0589, 0.4223, 23.3601, -0.0017, 0.0094, -0.0231
O, 5.8991, 5.1331, 23.3837, -0.0018, -0.0026, -0.0039
O, 3.1067, 2.2427, 23.3096, 0.0022, 0.003, 0.0089
O, 2.3082, 8.7355, 23.2499, -0.0103, -0.0015, -0.0082
O, 8.6266, 7.7874, 23.3871, 0.0043, -0.0011, 0.0138
O, 0.2093, 10.3039, 23.6506, 0.012, -0.0039, 0.0433
Si, 4.3825, 1.6236, 22.4849, 0.0141, -0.0097, 0.0097
Si, 3.515, 7.9287, 14.0924, -0.0077, -0.0141, 0.0049
Si, 7.1652, 0.9001, 14.6283, -0.005, -0.0024, 0.0043
Si, 0.9495, 9.3722, 22.5627, -0.0004, 0.016, 0.0327
Si, 1.1969, 4.2863, 11.8621, 0.0049, 0.0045, 0.0073
Si, 6.2938, 8.9203, 15.4128, 0.0007, 0.0035, -0.0069
Si, 0.6936, 1.3393, 12.2296, -0.0009, 0.0033, 0.007
Si, 8.6362, 4.9742, 20.5224, -0.0126, 0.013, -0.0042
Si, 0.3226, 5.6969, 9.3647, -0.0082, 0.0018, 0.0058
Si, 5.0372, 2.9102, 17.7656, 0.0078, -0.015, -0.0281
Si, 0.8524, 3.6575, 16.6729, -0.0014, 0.0038, -0.0107
Si, 10.3838, 2.8234, 19.2068, 0.007, -0.0048, -0.0126
Si, 5.2891, 1.1842, 10.276, -0.0045, 0.002, -0.0006
Si, 0.9455, 0.1995, 19.8992, -0.008, -0.0143, -0.0015
Si, 6.6594, 9.4694, 10.8397, 0.0006, 0.0015, 0.0053
Si, 9.4809, 9.883, 18.1778, -0.0144, 0.0071, -0.0073
Si, 9.4264, 9.2301, 12.5143, -0.0034, 0.0008, 0.0079
Si, 6.6029, 3.8772, 22.6235, 0.0077, 0.0007, 0.018
Si, 2.4494, 8.054, 9.3731, -0.003, 0.0065, 0.0011
Si, 10.4403, 7.3662, 16.9973, 0.0003, 0.0105, -0.0206
Si, 2.3957, 6.2635, 16.5937, 0.0058, 0.0079, -0.0124
Si, 10.1614, 4.4278, 14.1486, 0.0031, -0.0049, 0.0035
As, 6.3867, 9.3034, 18.7622, 0.0233, 0.0478, -0.0445
Si, 7.9521, 2.5575, 9.5212, -0.0126, 0.0067, 0.01
Si, 8.8825, 2.0873, 12.3814, 0.0029, 0.0034, 0.0065
As, 5.1616, 6.0752, 18.4977, -0.0283, -0.0561, -0.0765
Si, 3.8903, 0.6242, 19.4688, -0.0163, -0.0001, 0.0024
Si, 4.2974, 3.8715, 11.9474, 0.0031, 0.0003, 0.0137
Si, 5.5591, 6.623, 12.1405, 0.0018, -0.0043, 0.0074
Si, 7.9665, 2.4503, 17.203, 0.0048, -0.0068, -0.0142
Si, 4.4005, 2.4229, 14.7942, 0.0028, -0.0015, -0.0104
Si, 1.5876, 1.1638, 15.1414, 0.0046, 0.0021, -0.0029
Si, 1.6089, 9.3749, 12.034, 0.0021, -0.0013, 0.0016
Si, 8.0618, 6.8316, 13.8776, 0.0052, -0.008, -0.0066
Si, 10.4893, 9.8383, 15.3607, -0.001, 0.0003, -0.0041
Si, 9.8231, 7.0379, 22.5645, 0.01, 0.001, 0.0065
Si, 7.9736, 5.4986, 17.4581, -0.0132, -0.0128, -0.0118
O, 6.0376, 7.9921, 11.3024, 0.0002, -0.0002, -0.007
O, 6.0724, 9.1764, 17.0094, -0.001, -0.0018, 0.0121
O, 7.7591, 1.2291, 13.1533, 0.003, -0.0041, -0.006
O, 0.8311, 1.7089, 13.8116, -0.0001, 0, -0.0051
O, 9.2923, 6.2288, 16.8523, -0.0127, 0.0044, 0.0089
O, 6.7932, 6.1922, 13.1031, 0.0024, 0.0027, -0.0019
O, 5.0057, 4.3077, 18.6097, 0.0068, 0.0552, 0.0055
O, 9.1857, 2.1388, 18.2757, -0.003, -0.0045, 0.0036
O, 2.3892, 0.0401, 19.1377, 0.0043, 0.0074, -0.0003
O, 9.6397, 10.4186, 16.6339, -0.0014, -0.0052, 0.0106
O, 2.7978, 4.4724, 11.6581, -0.0046, -0.0001, -0.0098
O, 5.1295, 10.5416, 19.1507, 0.0255, -0.0339, 0.0056
O, 9.3993, 3.2209, 13.3969, -0.0022, -0.0039, -0.008
O, 0.4294, 1.7643, 19.9888, 0.0041, -0.0026, 0.0003
O, 3.179, 1.3292, 14.854, -0.0015, -0.0015, 0.0035
O, 8.1133, 5.451, 19.0734, -0.0014, -0.0015, 0.0111
O, 3.7052, 6.516, 17.5358, 0.0296, -0.0075, 0.0499
O, 4.5821, 3.2025, 16.221, -0.0015, 0.0015, 0.0148
O, 9.0853, 5.6372, 14.2758, -0.0031, 0.0056, -0.0016
O, 5.4759, 2.7923, 22.2098, -0.0038, -0.0018, -0.001
O, 10.5797, 4.0194, 15.6589, 0.0026, -0.0004, -0.0041
O, 0.3472, 3.7728, 18.2205, -0.0012, -0.0024, 0.0014
O, 10.6472, 10.4518, 19.1301, 0.0038, 0.0005, 0.0017
O, 9.7188, 10.0666, 13.9283, -0.0008, -0.0035, -0.005
O, 10.9279, 8.138, 22.0955, -0.0016, 0.0015, -0.0073
O, 1.2476, 2.0929, 16.4329, 0.0025, 0.0003, 0.0056
O, 9.736, 3.7778, 20.3678, -0.0007, -0.0008, 0.0066
O, 7.9832, 4.0215, 16.7817, -0.009, 0.0189, 0.0171
O, -0.0011, 9.0373, 11.863, 0.0008, -0.0008, -0.0054
O, 6.5041, 2.1836, 17.8867, -0.011, 0.0044, 0.0111
O, 5.6224, 10.7527, 11.1664, 0.001, -0.0006, -0.0053
O, 7.9692, 10.2407, 18.7182, -0.0066, -0.0208, -0.0007
O, 10.0552, 1.0214, 11.9207, -0.0011, 0.0011, -0.0054
O, 1.3241, 6.933, 9.0865, 0.0034, -0.0037, -0.0047
O, 0.6392, 4.6951, 13.3495, 0.0034, -0.0013, -0.0041
O, 5.2393, 5.1418, 11.4541, -0.0007, 0.0017, -0.0068
O, 2.6984, 7.0117, 15.1733, 0.0067, 0.0058, -0.0023
O, 0.9905, 2.7183, 11.4254, -0.0002, -0.0046, -0.0063
O, 1.0253, 10.5823, 15.3917, -0.0016, -0.0053, 0.0018
O, 2.4627, 8.5569, 10.911, -0.0024, 0.0007, -0.0016
O, 4.7238, 2.4767, 11.149, 0.0022, -0.0021, -0.0071
O, 4.3081, 3.4994, 13.5591, -0.0007, -0.0016, -0.0064
O, 2.1132, 4.6593, 16.3971, 0.0026, 0.002, 0.0082
O, 10.6165, 8.225, 15.6047, 0.0031, -0.0007, 0.0058
O, 6.9968, 10.2321, 14.7586, -0.0038, -0.0051, 0.0098
O, 2.3823, 8.9307, 13.4196, 0.0006, 0.0002, 0.0005
O, 8.0622, 1.5642, 15.831, -0.0069, 0.0017, 0.0028
O, 4.1778, 6.9893, 12.9341, 0.0008, 0.0023, -0.0018
O, 3.9857, 1.9294, 18.5079, 0.0055, 0.003, -0.0026
O, 7.311, 4.4348, 21.2861, 0.002, 0.0084, -0.0149
O, 8.3302, 2.8692, 11.0673, 0.0016, -0.0028, 0.0001
O, 1.0143, 6.826, 17.312, 0.0109, -0.004, 0.0001
O, 5.6863, 1.501, 14.6019, 0.0059, -0.0012, 0.0006
O, 8.1705, 9.7314, 11.5226, 0.0028, -0.0012, -0.006
O, 9.2336, 6.2997, 21.2486, -0.0062, -0.0071, -0.0054
O, 8.955, 7.735, 12.8891, 0.0007, 0.0006, -0.0036
O, 1.6728, 0.0815, 11.8562, -0.0013, 0.0015, -0.006
O, 6.4824, 6.1651, 17.2065, -0.0043, -0.0036, 0.0205
O, 7.3833, 7.7217, 15.0906, 0.0007, -0.0025, 0.0094
O, 1.2198, 10.3663, 21.3126, -0.013, -0.0045, 0.0098
O, 9.8099, 8.2815, 18.1894, -0.0005, -0.0024, 0.0032
O, 3.9037, 1.0364, 21.0545, 0.0036, 0.0054, -0.0131
O, 0.3124, 5.298, 10.9304, 0.0005, -0.0024, -0.0039
O, 6.6805, 1.5527, 9.503, 0.004, 0.0005, -0.01
O, 4.7886, 8.7045, 14.7864, 0.0019, 0.0003, 0.0007

Results
free energy: -143602.648 eV
free energy less fixed offsets of As -4856.12, O -568.88, Si -635.61 eV per atom: 4.822 eV

The program warned: the cutoff lies below the one the program advises for these potential files; the exchange-correlation potential is rough where the density is thin.
